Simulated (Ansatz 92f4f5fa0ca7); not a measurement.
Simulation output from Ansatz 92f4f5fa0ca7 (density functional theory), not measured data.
Periodic cell of 256 atoms, Si144O112, from a study of silicon, its oxide and their interface. The atomic structure is a simulated model.
This geometry differs little from another in the collection (a relaxation step or a small displacement).

Settings: functional r2SCAN; potential files Ansatz PAW; basis plane waves; wave-function cutoff 800 eV; density cutoff ratio 5; exchange-correlation grid ratio 1; k mesh 1 x 1 x 1, shifted by 0.5 0.5 0 of a step; self-consistency stop 1e-10 eV per atom in the density residual; occupations fixed; spin none; net charge 0.

Cell vectors (angstrom)
a  10.88  0  0
b  0  10.88  0
c  -0.5462  4.626  36.1336

Atoms and the computed forces on them: element, x, y, z (angstrom), force x, y, z (eV/angstrom)
Si  1.6452  -1.6452  0.1626  0.0169  -0.0121  0.0754
Si  4.451  1.0543  0.0193  0.0091  -0.0133  0.082
Si  0.9778  4.3454  0.0078  -0.0058  0.0169  0.0812
Si  3.8904  -3.8152  0.0917  -0.0106  0.0071  0.0641
Si  -4.2769  -1.2296  0.1093  -0.0101  0.0131  0.071
Si  -1.6811  1.6754  0.0718  -0.015  0.0139  0.0827
Si  6.9521  3.8449  0.1453  0.0131  -0.0073  0.0659
Si  -1.0793  -4.1691  0.1262  0.0075  -0.0172  0.0685
Si  2.7819  0.0141  1.3468  -0.0016  0.0025  -0.0064
Si  5.4665  2.6331  1.4472  -0.0011  0.0009  -0.0042
Si  2.7051  -5.4801  1.2698  0.003  -0.0018  -0.005
Si  5.4121  -2.7021  1.4661  0.0013  -0.0012  -0.0055
Si  -2.7085  -0.0084  1.3593  0.0015  -0.0008  -0.0047
Si  -0.073  2.7708  1.3795  0.0008  -0.0015  -0.0051
Si  8.1498  5.4968  1.3259  -0.0013  0.0027  -0.0043
Si  0.0845  -2.731  1.5158  -0.0005  0.0011  -0.0022
Si  1.3592  1.3839  2.6554  -0.0003  0.0007  0.0016
Si  4.0583  4.0574  2.6706  0  -0.0002  0.0005
Si  1.4313  -4.144  2.7877  -0.0011  0.0013  -0.0016
Si  4.0795  -1.3252  2.8092  0.0015  -0.001  -0.0007
Si  6.8278  1.3024  2.8071  -0.0009  0.0001  -0.0006
Si  9.4858  4.1306  2.7601  0.0003  0  0.0001
Si  6.8005  6.8025  2.7324  -0.0003  0.0009  0.0023
Si  -1.3376  -1.3348  2.7352  0.0001  0.0001  0.0024
Si  0.0228  0.0303  4.0654  -0.0002  0.0002  -0.0003
Si  2.7034  2.726  4.0534  -0.0009  0.0012  -0.0005
Si  0.0102  5.4341  4.1181  0.0006  0.0002  0
Si  2.7425  -2.7346  4.124  0.001  0.0011  -0.0009
Si  5.4525  -0.0092  4.1637  0.0003  0.001  0.0008
Si  8.1642  2.7274  4.1085  0.001  0.0001  -0.0004
Si  5.4271  5.4213  4.0485  -0.0005  0.0013  -0.0005
Si  8.1649  -2.7052  4.0777  -0.0004  0.0003  -0.0011
Si  1.3556  -1.3411  10.9069  -0.0001  0.0003  -0.0022
Si  4.084  1.3316  10.8983  -0.001  0.0009  -0.0019
Si  1.3561  4.0371  10.7767  -0.0014  0.0003  0.0005
Si  4.0962  -4.048  10.7629  0  0.0018  0.0011
Si  6.8174  -1.3412  10.8468  -0.0008  0.0011  0.0002
Si  -1.382  1.3722  10.8614  0.0009  0.0008  0.0009
Si  6.8114  4.0762  10.9042  -0.0006  -0.0013  -0.0019
Si  -1.3503  6.8098  10.8745  -0.0004  0.0006  0.0003
Si  2.7099  0.0062  12.2998  -0.0002  0.0005  0.001
Si  5.4645  2.6737  12.2496  0.0009  0.0005  0.0018
Si  2.7687  5.3999  12.0195  0.0003  -0.0012  0.0004
Si  5.4067  -2.6787  12.1431  -0.0007  0.0018  0.0003
Si  -2.725  0.0141  12.2417  -0.0006  0.0009  0.0005
Si  -0.0017  2.7273  12.1828  -0.0008  0.0012  0.002
Si  8.1841  5.455  12.2455  0.0004  0.0015  0.001
Si  -0.0272  -2.6902  12.2497  -0.0012  0.0021  0.0016
Si  1.3235  1.3955  13.6188  -0.0018  0.0024  -0.0061
Si  4.0745  4.0847  13.4711  -0.0019  0.0045  -0.0043
Si  1.4153  -4.1569  13.3507  -0.0006  0.0014  -0.0041
Si  4.0933  -1.3663  13.6275  0.0019  -0.0006  -0.0064
Si  -4.0916  1.332  13.675  -0.0002  -0.0023  -0.0035
Si  -1.3244  4.0835  13.5896  0.0017  0.0008  -0.0018
Si  6.7741  -4.0145  13.4851  -0.002  -0.0005  -0.0006
Si  -1.3651  -1.3092  13.6619  -0.0012  0.0038  -0.004
Si  -0.2249  0.2837  15.0151  0.0176  -0.0148  0.0924
Si  2.4774  3.0389  14.826  0.0141  -0.0112  0.0779
Si  0.3209  -5.6138  14.7852  -0.0067  0.0202  0.0718
Si  2.9874  -3.1312  14.6928  -0.0136  0.0022  0.0867
Si  5.5985  -0.2184  15.0518  -0.0166  0.0103  0.0761
Si  -2.4508  2.4975  14.9022  -0.0092  0.0115  0.0727
Si  5.2707  5.6224  14.755  0.0065  -0.0037  0.077
Si  -3.0659  -2.4227  14.8462  0.01  -0.0159  0.0704
Si  5.1506  -3.5748  18.8718  0.0052  0.0131  0.1793
Si  -1.5346  -2.2842  23.4636  0.007  0.0076  0.1757
Si  1.1808  -0.7676  22.7517  0.0108  -0.0277  0.1988
Si  1.3468  -0.804  -2.7091  -0.0043  0.0271  0.1676
Si  3.531  1.2363  -2.9222  -0.0175  0.0171  0.168
Si  2.5641  2.4829  19.5126  -0.04  0.0199  0.2187
Si  3.2548  -4.9846  22.2917  -0.0131  0.0078  0.2059
Si  5.5555  0.4056  -5.1284  -0.0175  0.0147  0.1765
Si  0.2375  0.6491  20.2109  -0.011  0.0171  0.2324
Si  1.5947  -2.5781  -5.0416  -0.0135  -0.012  0.1899
Si  4.2816  1.7499  17.1261  -0.0225  0.0176  0.1824
Si  6.7589  -0.5503  22.9033  0.0041  0.031  0.1721
Si  7.1196  -5.2842  -3.7705  -0.0315  0.0029  0.191
Si  6.2645  4.2405  -8.3464  0.0328  -0.0062  0.195
Si  0.4027  3.4207  -10.1415  0.0156  0.004  0.2022
Si  -1.3233  -2.612  -11.2104  -0.0104  -0.0118  0.2013
Si  8.0591  -4.3723  21.8514  0.017  0.0245  0.2055
Si  2.8786  0.969  24.6158  0.0078  -0.0011  0.2084
Si  0.8742  5.2685  -5.1893  -0.0141  -0.0055  0.2127
Si  2.5728  -3.0596  -8.7268  0.0004  0.0199  0.2069
Si  0.4288  -1.1428  17.7772  -0.0023  0.0226  0.2005
Si  6.053  -4.5781  -10.5619  0.008  -0.0103  0.2055
Si  -1.5917  3.6233  -4.4112  0.0119  -0.0035  0.1647
Si  5.3699  -2.7994  21.6609  0.0096  0.025  0.1959
Si  4.2928  -2.101  -6.3736  0.0071  0.0284  0.1737
Si  -0.9115  1.1844  -2.9014  0.0225  -0.0129  0.1724
Si  2.9855  3.0137  22.5767  -0.027  -0.0186  0.2167
Si  7.824  -4.9926  18.9036  0.0014  0.0295  0.2069
Si  -1.1635  -3.7692  16.9132  -0.0068  -0.0075  0.1732
Si  -2.3925  4.0545  23.2  0.0333  -0.0343  0.1605
Si  6.6021  3.8718  17.0375  -0.0061  0.011  0.1675
Si  -2.708  -2.8439  -2.1248  0.0052  0.0104  0.176
Si  2.6684  -2.8671  17.6191  0.0313  -0.0277  0.1735
Si  2.9038  -5.3347  19.2965  -0.0041  -0.0244  0.1932
Si  0.7239  -1.1872  -7.5642  -0.0272  -0.0235  0.1902
Si  1.8184  4.8481  -8.1105  -0.0105  0.0165  0.215
Si  3.8988  2.8894  -9.4656  0.0131  0.0048  0.1919
Si  0.3675  3.7032  24.2078  0.0029  0.0134  0.1896
Si  6.5498  -4.2909  -6.6164  0.014  -0.0053  0.2136
Si  7.6939  -2.9117  -8.8951  -0.0239  0.0271  0.2129
Si  -2.2681  1.4116  22.0436  -0.0395  0.0073  0.1822
Si  2.2298  3.8216  -2.7295  0.0161  -0.0235  0.1738
Si  1.7526  0.8557  -9.4534  0.0047  -0.0125  0.194
Si  8.1163  -0.7574  -4.3084  0.0198  -0.0091  0.1936
Si  7.6921  2.1886  -6.6807  0.0092  -0.0235  0.1854
Si  -2.2527  -0.5331  -7.411  -0.0065  0.027  0.1961
Si  2.3584  -3.0028  24.0566  -0.0034  0.0244  0.2018
Si  4.973  5.1631  -1.9859  0.0033  0.013  0.1505
Si  1.3567  -1.3593  5.4275  0.0002  -0.0001  -0.0007
Si  4.0653  1.381  5.4384  0.0005  -0.0001  -0.0007
Si  1.3652  4.0667  5.457  0.0006  0.0011  -0.0006
Si  4.1101  6.7858  5.4535  -0.0002  0.0013  -0.0006
Si  6.8194  -1.3748  5.4834  0.0001  0.0015  -0.0004
Si  -1.3356  1.3744  5.4498  0.0001  0.0002  -0.0004
Si  6.782  4.0808  5.4309  0.0004  -0.0006  -0.0006
Si  -1.3527  -4.0619  5.4331  0.0008  -0.0001  -0.0004
Si  2.719  -0.0033  6.7784  0  0.0006  -0.0007
Si  5.4312  2.7304  6.7933  0.0001  0.0002  -0.0009
Si  2.7325  5.4362  6.804  -0.0003  0.0004  -0.001
Si  5.4577  -2.7409  6.8229  -0.0002  0.0018  -0.0005
Si  -2.6999  0.0093  6.8132  -0.0002  -0.0001  -0.0007
Si  0.0155  2.7169  6.8223  -0.0003  0.0001  -0.0004
Si  -2.7168  -5.4357  6.7679  -0.0004  -0.0002  -0.001
Si  -0.0072  -2.7019  6.7915  -0.0001  -0.0002  -0.0008
Si  1.3677  1.3327  8.1535  0.0004  0.0011  0
Si  4.0911  4.0753  8.1632  0.0002  -0.0005  -0.0007
Si  1.3555  6.8139  8.1312  -0.0004  0.0002  0.0007
Si  4.0812  -1.3523  8.1391  -0.0001  0.0001  0.0004
Si  6.7941  1.3754  8.1469  -0.0002  -0.0003  0.0008
Si  -1.3679  4.0915  8.1405  0.0002  0.0004  0.0005
Si  6.831  -4.0945  8.1537  0  -0.0001  0.0003
Si  -1.3468  -1.355  8.1704  -0.0002  -0.0002  -0.0008
Si  0.001  0.0058  9.5341  0.0007  -0.0004  0.0006
Si  2.7438  2.6752  9.4911  -0.0001  0.0009  -0.002
Si  -0.003  5.4537  9.4868  -0.0006  0.001  -0.0019
Si  2.693  -2.6879  9.4857  -0.0006  0.0024  -0.0014
Si  5.4416  0.0042  9.5022  -0.0004  0.0006  -0.0015
Si  8.152  2.7375  9.5057  -0.0007  0.0011  -0.0015
Si  5.476  5.4297  9.5012  0.0001  -0.0002  -0.002
Si  8.1704  -2.7227  9.5115  0.0003  -0.0006  -0.0009
O  -0.4055  -2.4914  17.5171  -0.0185  -0.0242  -0.0682
O  1.2045  -0.0882  21.2939  -0.0234  0.0423  -0.1418
O  1.397  4.1608  15.3633  -0.0025  -0.0009  -0.0379
O  0.4294  -0.2502  16.4228  -0.0206  0.033  -0.1283
O  6.736  -1.3378  15.477  0.0009  0.0039  -0.0378
O  0.3418  0.2811  -3.3391  -0.0082  -0.0018  -0.0521
O  7.6234  -1.3963  -8.3345  -0.0112  -0.0511  -0.0909
O  7.8349  3.2061  16.2434  0.0336  -0.0296  -0.0881
O  5.5593  5.28  -3.4832  0.0347  0.0076  -0.093
O  2.4745  2.369  -3.3811  -0.0016  -0.004  -0.0547
O  6.5951  5.0077  -9.7364  -0.0058  0.043  -0.1164
O  2.5453  -4.622  -8.3655  0.0082  0.0138  -0.0746
O  0.2139  -2.1296  -11.0828  -0.0011  0.0105  -0.0759
O  8.0743  2.7787  -0.3962  0.0042  -0.003  -0.0395
O  2.1646  -4.2545  18.3342  -0.0122  0.0501  -0.0862
O  -0.2093  -4.7049  16.0254  0.0246  -0.0373  -0.0852
O  -2.4491  -3.2591  16.0933  -0.0321  0.0322  -0.0855
O  4.8832  0.4031  16.4164  0.028  -0.0331  -0.0856
O  4.4532  -3.9046  22.3902  0.0182  0.0036  -0.076
O  -0.052  -5.3262  -0.3858  0.0025  -0.0026  -0.0388
O  5.5337  -0.1013  -0.3866  -0.0039  0.0022  -0.0402
O  6.0844  4.3757  -1.1184  -0.0315  0.0253  -0.0855
O  4.8726  -2.6131  20.1489  -0.0152  -0.0254  -0.1444
O  5.5109  2.7525  17.3963  0.0079  0.0002  -0.0595
O  -1.9072  -3.2409  -9.8453  0.0484  0.0046  -0.1252
O  -1.052  1.0877  -1.299  0.0168  -0.0107  -0.126
O  -1.0923  1.1244  20.9933  0.063  -0.0192  -0.1088
O  2.7539  -2.7323  -0.3719  -0.0034  0.0039  -0.0382
O  1.4851  4.6419  -6.5428  0.0353  -0.0149  -0.167
O  1.101  -2.5362  -8.3467  0.0193  -0.0187  -0.0787
O  4.4805  -4.7211  -10.9017  -0.0275  0.0091  -0.0749
O  4.0181  1.6594  -1.4287  -0.0254  -0.0016  -0.1205
O  3.6539  1.908  23.5502  -0.0003  0.0478  -0.1058
O  3.1902  2.4042  16.1411  -0.0313  0.0264  -0.1011
O  -0.654  4.7896  -5.0036  0.0198  0.0159  -0.0646
O  -2.2967  -0.9386  -5.8396  0.0148  0.0012  -0.1568
O  7.1744  4.4972  18.4113  -0.0249  -0.043  -0.0998
O  3.5904  4.3867  -2.0885  -0.0197  -0.0088  -0.0561
O  -1.5565  -3.5537  22.4499  -0.0287  -0.0425  -0.0872
O  5.705  5.373  -7.3021  -0.0087  -0.0398  -0.0949
O  2.8487  -0.2205  -2.8256  0.0014  -0.0036  -0.0577
O  7.9367  -1.5448  23.3395  -0.01  -0.0031  -0.0592
O  4.136  3.3407  -11.016  -0.0215  0.0035  -0.1321
O  1.9247  -1.5787  18.2692  -0.0065  -0.0068  -0.0669
O  3.7788  4.4207  22.6884  0.0021  0.0142  -0.0666
O  3.5194  1.5663  18.5614  0.0552  -0.0242  -0.1282
O  7.314  0.472  21.7679  0.0108  0.0098  -0.0725
O  3.1957  -2.6159  -5.2902  0.0334  0.0047  -0.081
O  2.5298  -5.0365  20.8505  -0.0092  -0.0084  -0.1603
O  -2.5709  -5.1008  20.4433  -0.0127  -0.0181  -0.1684
O  -2.6164  2.9926  21.988  -0.0077  -0.0158  -0.0784
O  4.2957  -2.8328  17.713  -0.0382  0.0224  -0.0811
O  -2.2234  0.5976  -3.6244  -0.0325  -0.0217  -0.0743
O  -2.2384  -1.999  -3.4159  -0.0039  0.0395  -0.0995
O  -0.8885  3.5309  -11.0976  -0.0333  0.0124  -0.1237
O  0.4861  4.6057  -9.0247  -0.0299  -0.0383  -0.107
O  1.2863  -2.1954  -3.5063  0.0116  -0.042  -0.1143
O  5.9271  5.0328  16.1335  -0.0259  0.0289  -0.0974
O  0.9328  -1.0494  -1.1702  -0.0047  0.0205  -0.118
O  -1.8507  1.0711  23.5963  -0.0064  -0.0163  -0.1258
O  1.5974  0.2755  23.9222  -0.0346  -0.0295  -0.0971
O  6.5123  -0.6221  -4.31  -0.0166  0.0085  -0.0711
O  5.4523  -1.3728  22.4083  -0.0214  -0.047  -0.0823
O  -2.119  2.6518  -5.5724  -0.0394  -0.0316  -0.1061
O  6.8613  -3.3582  21.6209  -0.006  -0.0151  -0.065
O  6.3096  -3.2443  -9.6678  -0.0253  -0.0293  -0.096
O  8.0689  3.3084  24.5828  -0.0021  0.0314  -0.0949
O  2.3218  -1.9295  22.8422  -0.0082  0.0202  -0.0815
O  8.053  4.2915  -3.6066  0.0189  -0.0123  -0.0646
O  2.8915  3.7602  -8.5681  0.0208  -0.035  -0.0832
O  -0.2213  -0.3301  19.0153  0.0057  -0.0579  -0.1411
O  4.6685  -4.2998  -1.2614  0.019  -0.0302  -0.0761
O  4.1071  -4.209  15.2118  0.008  -0.0059  -0.0497
O  2.8952  -2.7774  -10.2729  0.0221  -0.0137  -0.1512
O  7.1574  -1.9549  -1.2385  0.0307  -0.0301  -0.0914
O  6.3256  0.271  24.2162  0.0331  -0.0209  -0.1333
O  -0.8106  4.432  23.3539  -0.0333  0.0112  -0.0675
O  1.6528  0.0168  -8.0805  0.0189  0.0447  -0.1043
O  1.459  3.2185  23.114  0.0476  -0.0079  -0.0946
O  1.2806  3.6462  -1.429  0.0226  -0.0127  -0.1087
O  7.4841  3.5012  -7.5966  -0.0318  0.0411  -0.0943
O  4.6917  1.1995  -4.0248  0.0492  -0.0251  -0.1045
O  1.6393  3.5748  -11.1527  0.0357  0.0037  -0.1045
O  -0.7826  -0.84  -7.9427  0.02  -0.0057  -0.0675
O  0.9363  -1.4315  -5.9802  -0.0159  0.0299  -0.131
O  -1.3619  1.3917  15.4375  -0.0035  0.0041  -0.037
O  3.2692  1.4122  -9.4859  -0.0061  0.0021  -0.0636
O  0.924  -4.009  -5.3252  0.003  0.0025  -0.0598
O  2.2141  -2.7555  16.0789  0.002  -0.0028  -0.1266
O  5.6025  -3.0358  -6.2649  0.0045  -0.013  -0.0618
O  0.5833  1.9905  -9.4043  -0.0034  0.016  -0.0712
O  -0.7319  2.7158  -3.3784  -0.0201  0.0351  -0.0787
O  6.3786  1.5389  -5.9562  0.0338  0.0297  -0.0807
O  6.73  -3.7997  18.6522  0.0148  -0.0135  -0.0653
O  7.7677  -3.8826  -7.6008  0.0185  0.0237  -0.1137
O  4.6632  -0.5413  -6.0988  -0.0198  -0.0423  -0.0744
O  -0.3063  -1.338  23.0183  0.0152  0.0178  -0.065
O  -1.705  -4.6821  18.1105  0.0379  0.0308  -0.1077
O  7.6392  5.3809  22.9371  -0.0126  0.0381  -0.0785
O  7.4979  -4.1984  -2.6443  -0.0132  -0.0409  -0.0878
O  7.2813  -4.7496  -5.263  -0.0214  0.0282  -0.1524
O  4.5026  -5.0543  19.1351  0.0092  0.0067  -0.0673
O  1.5699  0.0048  -10.7976  -0.0225  -0.0468  -0.1311
O  2.5403  4.0128  18.9462  0.0025  0.0008  -0.0661
O  2.1987  -4.4722  23.4059  0.0259  -0.0411  -0.1002
O  1.0587  1.8829  19.5577  0.0204  0.012  -0.0777
O  -1.4741  -3.2795  -1.183  -0.0283  0.0258  -0.0862
O  3.0785  2.5026  21.0527  -0.0065  -0.0134  -0.1718
O  1.6965  4.8188  -3.8685  -0.0377  0.0422  -0.1237
O  3.6739  -2.2625  -7.851  -0.0432  -0.0276  -0.1198
O  -2.565  1.0286  -7.6036  0.0126  -0.0181  -0.0694
O  5.2891  3.002  -8.677  -0.043  -0.0128  -0.0752

Results
free energy: -155993.540 eV
free energy less fixed offsets of O -570.45, Si -639.56 eV per atom: -6.500 eV

The program warned: the cutoff lies below the one the program advises for these potential files; the forces do not sum to zero within the program's tolerance; empty levels may hold ghost states of the PAW files; the exchange-correlation potential is rough where the density is thin.
